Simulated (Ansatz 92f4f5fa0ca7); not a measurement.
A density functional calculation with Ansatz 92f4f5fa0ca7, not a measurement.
Periodic cell of 228 atoms, Si140O88, from a study of silicon, its oxide and their interface. The atomic structure is a simulated model.
This geometry differs little from another in the collection (a relaxation step or a small displacement).

Settings
functional: r2SCAN
potential files: Ansatz PAW
basis: plane waves
wave-function cutoff: 800 eV
density cutoff ratio: 5
exchange-correlation grid ratio: 1
k mesh: 1 x 1 x 1, shifted by 0.5 0.5 0 of a step
self-consistency stop: 1e-10 eV per atom in the density residual
occupations: fixed
spin: none
net charge: 0

Cell vectors (angstrom)
a	10.888	0	0
b	0	10.888	0
c	0	0	33.6505

Atoms and the computed forces on them: element, x, y, z (angstrom), force x, y, z (eV/angstrom)
Si	-0.249	0.3036	0.0411	-0.0029	-0.0002	0.0111
Si	3.0066	2.4744	0.0602	0.0023	0.0003	0.0102
Si	-0.256	5.5842	-0.0451	-0.0017	0.001	0.0122
Si	2.9149	7.8465	-0.0174	0.0023	-0.0031	0.0143
Si	5.085	0.1154	0.0951	0.0005	0.0017	0.012
Si	8.3884	2.5227	0.1719	0.0027	-0.0039	0.01
Si	5.1353	5.627	0.2228	-0.0002	0.0085	0.0115
Si	8.5249	7.9094	0.1159	-0.0028	-0.0004	0.0123
Si	1.3656	1.3825	1.3689	-0.0023	-0.001	-0.0023
Si	4.0419	4.0328	1.5034	-0.0004	-0.0014	-0.0006
Si	1.3331	6.7229	1.3084	0.0008	0.001	-0.0008
Si	3.9449	9.4747	1.4045	-0.0018	0	-0.001
Si	6.7418	1.3077	1.3231	-0.0002	0.0001	-0.0002
Si	9.5525	4.0809	1.4371	0.0015	-0.0006	-0.0032
Si	6.8229	6.8131	1.3541	-0.0006	-0.0004	-0.0019
Si	9.6457	9.4981	1.3893	0.0011	0.001	-0.0029
Si	0.0514	2.7496	2.7706	0	0.0017	-0.0015
Si	2.6377	-0.0361	2.7662	-0.0008	-0.002	-0.0015
Si	0.0811	8.1414	2.7489	0.0008	0.0003	0.0003
Si	2.6449	5.3988	2.7741	-0.0011	-0.0003	-0.0018
Si	5.47	2.6864	2.7724	0.0008	-0.0011	-0.0012
Si	8.1592	-0.0427	2.6815	-0.0012	-0.0004	-0.0002
Si	5.4462	8.1859	2.7095	0.0015	-0.0001	0.0017
Si	8.1403	5.4304	2.7491	-0.001	0.0004	0.0006
Si	1.3431	4.0792	4.1797	0.0002	0.0008	-0.002
Si	4.061	1.3293	4.0813	0.0005	0.0001	-0.0001
Si	1.3578	9.5014	4.1607	-0.0001	-0.0004	-0.0015
Si	4.0828	6.7904	4.0518	0.0003	-0.0001	0.0007
Si	6.8151	4.0626	4.1219	-0.0002	-0.0001	0.001
Si	9.5253	1.3478	4.0448	0.0001	0.0002	0.002
Si	6.8021	9.5267	4.0857	0.0002	0.0006	0.0001
Si	9.5272	6.807	4.0722	-0.0003	0.0007	0.0002
Si	-0.0256	-0.0023	5.4539	-0.0007	0.0012	0.0006
Si	2.7301	2.702	5.4697	0.0004	0.0004	0.0003
Si	-0.0256	5.4566	5.4762	-0.0005	0.0006	0.0005
Si	2.7608	8.1536	5.4601	0.0009	0.0001	0.0007
Si	5.4406	-0.0039	5.4442	0	0.001	0.001
Si	8.1942	2.71	5.4477	0.0001	0.0004	0.0009
Si	5.4363	5.4404	5.4418	-0.0001	0.0016	0.0016
Si	8.164	8.1648	5.4402	0.0007	-0.0003	0.0015
Si	1.3524	1.3533	6.8177	0	0.0007	0.0015
Si	4.0847	4.0823	6.8054	0.0003	0.001	0.0007
Si	1.3709	6.8098	6.7993	-0.0004	0.0006	0.0006
Si	4.1025	9.5242	6.8216	-0.0002	0.0011	0.001
Si	6.8052	1.366	6.7874	0.0002	0.0013	0
Si	9.5245	4.0825	6.8293	0.0002	0.0007	0.0011
Si	6.8038	6.8051	6.8056	0	0.0006	0.0011
Si	9.5105	9.5324	6.8082	0	0.0001	0.0008
Si	0.0081	2.7311	8.1819	0.0006	0.0011	0.0007
Si	2.7307	0.0013	8.1689	-0.0002	0.0012	0.001
Si	0.013	8.1773	8.1416	0.0002	0.0009	0.0011
Si	2.7255	5.4499	8.1546	0.0011	0.0006	0.0009
Si	5.4596	2.7356	8.1466	0	0.0013	0.001
Si	8.1558	0.0157	8.1538	0.0002	0.0007	0.0013
Si	5.4609	8.1761	8.1818	0.0011	0.0001	0.0009
Si	8.1673	5.4525	8.176	0.0001	0.0016	0.0005
Si	1.3713	4.1105	9.525	-0.0008	0.0004	0.0005
Si	4.1028	1.384	9.5042	-0.0001	0.0004	0.0012
Si	1.3623	9.524	9.5115	0.0005	0.0012	0.0009
Si	4.082	6.808	9.5154	0	0.0015	0.0005
Si	6.8004	4.0903	9.5204	0.0007	0.0014	0.0009
Si	9.508	1.374	9.5167	-0.0003	0.0012	0.0003
Si	6.8219	9.5543	9.5305	-0.0002	-0.0003	0.0006
Si	9.5515	6.8287	9.5099	0	0.0003	0.0009
Si	-0.0215	-0.0091	10.8443	-0.0003	0.0015	0.0011
Si	2.7521	2.7564	10.857	-0.001	0.0004	0.0017
Si	0.0177	5.4809	10.8895	0.0004	-0.002	0.0008
Si	2.7216	8.1664	10.8765	0.0013	0.0015	0.0012
Si	5.4687	0.0466	10.8801	0.0003	-0.0024	0.0015
Si	8.1596	2.7447	10.889	0.0013	0.0008	0.0008
Si	5.4542	5.4631	10.8721	0.0003	0.0019	0.0012
Si	8.2072	8.2016	10.869	-0.002	-0.0004	0.0011
Si	1.3468	1.3761	12.1249	-0.0022	0.0005	-0.0009
Si	4.1027	4.1155	12.2469	0.0006	0	0.0003
Si	1.3657	6.8362	12.286	0.0002	0	0.0008
Si	4.1062	9.5433	12.1817	0.001	-0.0006	0.0008
Si	6.8194	1.3965	12.2881	0.0001	0.0003	0.0013
Si	9.5149	4.1325	12.2212	0.0002	-0.0001	-0.0019
Si	6.8457	6.8333	12.1883	-0.0006	0.0004	-0.0008
Si	9.5403	9.5486	12.2783	0.0002	0.0004	0.0008
Si	0.0008	2.7221	13.4813	0.0001	0.0007	0.0018
Si	2.6919	0.0175	13.4531	0.0012	0.0018	0.0021
Si	-0.0039	8.1918	13.6726	-0.0016	-0.0008	0.0032
Si	2.7571	5.4745	13.6199	0.0003	0.0004	0.0007
Si	5.4628	2.7891	13.6378	0	0.0019	0.0001
Si	8.1885	0.028	13.6535	0.0008	0.0002	0.0017
Si	5.5153	8.2119	13.5181	-0.0014	-0.0023	0.0001
Si	8.1776	5.5158	13.6032	-0.0006	-0.0006	-0.0004
Si	1.3416	4.0535	14.8532	0.0008	-0.0014	-0.0058
Si	4.0158	1.366	14.815	-0.0037	-0.0005	-0.0046
Si	1.392	9.6071	14.9277	-0.0002	0.0011	-0.003
Si	4.1825	6.8737	14.8924	0.0008	0.0015	-0.003
Si	6.8195	4.1894	15.009	0.0008	0.003	-0.0024
Si	9.5715	1.4259	14.948	0.0016	0.0001	-0.0048
Si	6.8257	9.5345	14.9912	0.0002	0.0002	-0.0023
Si	9.5047	6.8546	15.0669	-0.0001	0.0019	-0.0006
Si	0.2675	0.2978	16.2718	-0.0026	-0.0064	0.0408
Si	2.4726	2.4854	16.172	0.004	0.002	0.0325
Si	-0.1984	5.1643	16.2015	0.0042	0.0006	0.0304
Si	3.0439	8.4718	16.1377	-0.0096	-0.0056	0.0416
Si	5.1571	-0.1692	16.1261	0.0031	0.0076	0.028
Si	8.4362	3.0245	16.2466	-0.0063	-0.0023	0.034
Si	5.6994	5.8083	16.3486	-0.0046	-0.0024	0.0339
Si	7.9388	8.0266	16.4556	0.0008	0.0027	0.0361
Si	3.7016	-15.2538	28.9532	-0.0031	0.0018	-0.0188
Si	2.1552	-2.3765	30.6059	0.0019	-0.0011	-0.0119
Si	17.5448	1.0077	21.1505	0.001	-0.0025	0.0029
Si	2.4548	22.1288	24.2254	-0.0082	-0.0022	-0.0223
Si	-4.209	-1.6958	31.6798	0.0016	0.0012	0.0102
Si	1.9833	5.7427	23.364	0.0017	-0.0048	-0.0124
Si	-6.6336	14.8131	18.4082	-0.0078	0.0022	0.0374
Si	14.0961	11.1568	29.5616	0.0032	-0.0039	-0.0087
Si	-19.7356	1.4336	26.9868	-0.0154	-0.0004	-0.0365
Si	-15.745	-3.0891	27.6988	0.0021	-0.0003	-0.0288
Si	10.9744	3.9531	22.0658	0.0011	0.0088	-0.0043
Si	12.0353	3.7103	31.465	-0.0008	-0.0022	0.0045
Si	6.3321	6.4184	30.1457	-0.0034	0.0003	-0.0087
Si	-16.4315	24.167	29.5603	-0.0025	0	-0.0126
Si	26.2015	4.5503	24.0077	0.0006	-0.0003	-0.0179
Si	2.7104	-6.9818	28.7496	-0.0039	-0.0038	-0.0171
Si	-14.1916	-11.7599	29.0293	-0.0019	0.0032	-0.0197
Si	29.3433	-2.9926	25.1552	0.0075	0.0014	-0.0329
Si	6.2952	24.3646	24.8127	-0.0094	0.0065	-0.0341
Si	10.0809	9.6901	21.6689	0.0044	0.001	-0.0077
Si	-11.8191	9.284	18.4861	0.0212	-0.0001	0.0631
Si	-14.2838	23.6259	27.4865	0.0039	0.0079	-0.0363
Si	-4.1497	-6.8857	31.6935	-0.0014	0.0014	0.0066
Si	-3.5548	19.9561	22.5633	-0.0009	-0.0021	-0.0196
Si	6.4783	12.6192	18.3216	0.0045	-0.0077	0.0446
Si	2.2368	5.206	20.4631	-0.0038	-0.0043	0.0229
Si	20.9537	41.9619	26.1483	-0.0061	-0.0005	-0.0346
Si	23.0381	6.991	18.2283	0.0073	0.0172	0.0515
Si	-0.3451	9.6217	29.119	-0.0032	-0.0029	-0.016
Si	12.1398	-2.1237	23.765	0.0013	-0.0032	-0.0182
Si	-6.3806	1.8916	22.6887	0.0073	-0.002	-0.008
Si	-22.0285	12.1939	23.257	-0.0023	-0.0009	-0.0156
Si	-11.8908	23.1929	26.0349	-0.0012	0.0023	-0.0311
Si	6.6279	6.3125	22.9413	-0.0049	-0.0008	-0.015
Si	22.3698	0.9323	30.8894	-0.0015	-0.0019	-0.0037
Si	18.7437	3.6687	22.4665	-0.0028	-0.0036	-0.0078
O	5.5713	9.9785	-1.0967	0.0069	-0.0071	-0.0163
O	-15.744	-8.1387	-2.6836	0.0007	0.0006	0.0085
O	-2.0206	8.2003	-7.5773	0.0021	0.0037	0.0138
O	0.3546	4.912	-1.424	0.0021	-0.0042	-0.0142
O	-9.0426	6.5325	-14.005	-0.0175	0.0177	-0.0433
O	-27.9502	0.8831	-4.0857	0.0007	0.0013	0.0045
O	0.4731	12.2532	-6.9904	0.0155	0.0053	0.0186
O	2.3884	14.148	-1.2343	-0.006	0.0047	-0.0098
O	4.3254	3.4999	-10.9031	-0.0015	-0.0016	0.0013
O	4.0873	3.3375	-4.3193	-0.0048	0.003	0.0142
O	13.4915	9.6317	-9.5484	-0.0005	0.0024	0.0104
O	17.765	17.6841	-4.9851	0.0003	-0.0009	0.009
O	4.0854	6.7439	-0.3801	-0.001	-0.0006	-0.003
O	41.6433	9.2095	-4.4234	-0.0018	0.0028	0.006
O	9.5284	6.7384	-0.4788	0.0011	-0.0002	-0.0132
O	7.7614	13.2519	-16.0738	0.0153	0.0126	-0.0339
O	7.0179	0.8935	19.5905	-0.0074	0.0075	-0.0209
O	10.8914	-1.5737	27.5571	0.0043	0.0004	0.0172
O	-1.0953	1.9507	24.4908	-0.0018	-0.0019	0.0156
O	-16.1197	4.6962	32.6534	0.0053	-0.0076	-0.0165
O	-7.7324	11.9892	22.9988	-0.0098	-0.0025	0.0098
O	-4.0761	17.7898	16.9032	0.0005	0.0005	-0.0198
O	14.9896	-1.2912	16.6986	-0.0006	-0.0008	-0.0139
O	0.5834	-1.7757	22.3009	-0.0031	-0.0026	0.0038
O	0.1373	13.3356	31.2372	0.0002	0.0044	0.0014
O	18.1162	-1.7181	24.1892	-0.0015	-0.0026	0.0086
O	13.6177	5.6978	21.9208	-0.0025	-0.0008	-0.0041
O	7.6979	6.6131	24.1516	0.001	0.0021	0.0141
O	4.9133	5.203	17.6534	0.0128	0.0133	-0.0349
O	13.3583	7.6857	17.4364	-0.0147	0.0128	-0.031
O	-2.3342	8.7575	17.8148	-0.0109	-0.0111	-0.037
O	1.3826	1.4026	16.763	-0.0031	0.0006	-0.0142
O	-3.9815	10.4594	21.8638	0.0013	-0.0002	0.001
O	3.0108	16.2366	28.0925	0.0016	0.0001	0.0106
O	-14.5393	16.0955	30.7198	0	0.0005	0.0017
O	-8.6443	-7.9616	27.5608	0.0177	0.0015	0.0205
O	0.3689	-0.015	32.1972	0.0027	0.0003	-0.0102
O	20.7269	0.3029	22.2709	0.0048	-0.0028	0.0006
O	-4.404	-1.6035	28.1128	0.0029	0.003	0.0138
O	24.3381	33.02	28.0757	0.0017	-0.0061	0.0094
O	17.9721	5.0413	22.0395	0.0009	0.0031	0.0056
O	-12.3708	1.33	33.3652	0.0012	0.0029	0.0012
O	-14.283	3.3769	24.033	-0.0005	-0.0033	0.0094
O	0.6751	5.6886	17.4781	-0.0108	-0.0057	-0.031
O	0.4796	2.4263	22.3795	0.0069	-0.0106	0.0037
O	-16.9637	5.9019	29.9622	0.0058	-0.0029	0.0024
O	16.4979	12.3979	23.8181	0.0023	0.0006	0.0092
O	-11.286	21.4283	17.6188	0.0035	-0.0014	-0.0342
O	-1.5133	-6.8763	22.0689	-0.0027	-0.0061	-0.0032
O	9.3779	10.7592	25.974	0.0003	-0.0098	0.0158
O	-6.4414	7.5783	27.974	-0.0023	-0.0038	0.0099
O	-1.3187	-6.7884	16.7663	-0.0013	-0.0004	-0.0111
O	-9.1635	7.2426	23.8017	-0.0005	0.0078	0.007
O	2.2706	-2.5152	32.2165	-0.005	0.0043	-0.0159
O	26.9835	-4.9914	23.5876	-0.0005	0.0008	0.004
O	22.6466	11.3685	24.0265	0.0136	-0.0078	0.0158
O	41.6261	13.2475	26.9962	-0.0052	-0.0036	0.0108
O	40.1394	13.1868	21.6981	0.0019	-0.0001	0.0018
O	-5.432	13.793	18.779	-0.0015	-0.0001	-0.0048
O	7.9833	-18.3851	32.4982	-0.0017	0.003	-0.0123
O	22.3622	4.9443	23.2419	-0.0012	0.004	0.0049
O	-4.3911	7.7253	22.1224	0.0028	-0.0003	0.0077
O	21.9501	19.8245	24.9504	-0.0064	0.002	0.0165
O	-21.952	22.0701	29.6016	0	0.0007	0.0018
O	-5.6975	-7.1528	25.1915	0.0025	-0.003	0.0122
O	7.8329	11.413	28.3126	-0.0021	-0.0057	0.0129
O	-4.6652	-14.0218	31.0737	0.0008	0.0028	0.0013
O	-12.8981	8.7537	22.1873	-0.0054	-0.0008	0.0029
O	0.8655	4.3403	20.6936	0.0055	0.0029	-0.0058
O	2.8579	22.8445	25.6227	-0.0008	0.0066	0.0205
O	6.7039	-9.1785	26.0841	-0.001	-0.0037	0.0238
O	-9.2088	4.1178	29.9891	0.0003	0.0014	0
O	15.9648	34.0339	21.2806	-0.0018	-0.001	0.0018
O	-10.2531	-2.0764	30.1192	0.0004	0.0008	0.0045
O	-15.2806	13.5773	28.4433	-0.0056	0.0027	0.0126
O	20.8434	9.7312	20.0497	0.0035	-0.012	-0.058
O	3.2008	3.1837	17.4427	-0.0134	-0.0122	-0.0361
O	13.826	4.993	24.4387	-0.0018	0.0012	0.0028
O	7.0245	10.2397	30.515	-0.0022	0	0.0072
O	-13.7804	-2.0313	32.5463	-0.0088	-0.0001	-0.0146
O	-8.7035	-9.8331	30.5487	-0.0032	0.0025	0.0048
O	24.3289	7.1504	29.871	-0.0016	0.0022	0.0049
O	-16.0464	11.5518	17.3909	-0.0106	-0.0138	-0.0347
O	14.3145	4.3989	19.7183	0.0045	-0.006	-0.0155
O	3.214	9.6301	30.0768	-0.001	0.0013	0.002
O	4.0683	12.1933	33.1948	0.0003	-0.0001	-0.0051
O	6.3362	7.566	26.1459	-0.0108	-0.0018	0.0222
O	-10.8125	8.0437	18.3912	0.0118	0.0063	-0.0156

Results
free energy: -139742.050 eV
free energy less fixed offsets of O -570.45, Si -639.56 eV per atom: -4.050 eV

The program warned: the cutoff lies below the one the program advises for these potential files; the forces do not sum to zero within the program's tolerance; empty levels may hold ghost states of the PAW files; the exchange-correlation potential is rough where the density is thin.
